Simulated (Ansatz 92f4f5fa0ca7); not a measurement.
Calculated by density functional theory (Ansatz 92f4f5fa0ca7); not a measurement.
Periodic cell of 223 atoms, Si132O90As1, from a study of silicon, its oxide and their interface. The atomic structure is a simulated model.
Doubt: the cutoff is far below the 930 eV that the study's wrapper takes by default for these files, so forces and energies are approximate.
This geometry differs little from another in the collection (a relaxation step or a small displacement).

Settings
functional: PBE
potential files: Ansatz PAW
basis: plane waves
wave-function cutoff: 580 eV
density cutoff ratio: 5
exchange-correlation grid ratio: 1
k mesh: 1 x 1 x 1, Gamma-centred
self-consistency stop: 5e-08 eV per atom in the density residual
occupations: fixed
spin: none
net charge: +1 e, with a uniform compensating background and no finite-size correction

Cell vectors (angstrom)
a  10.938  0  0
b  0  10.938  0
c  0  0  32.1988

Atoms and the computed forces on them: element, x, y, z (angstrom), force x, y, z (eV/angstrom)
Si  10.5877  0.2251  24.8442  -0.0093  0.0188  0.0763
Si  5.7267  10.6778  24.7225  0.0064  -0.0201  0.0985
Si  2.4729  2.9116  24.6136  -0.0302  0.0264  0.1026
Si  8.3976  2.4461  24.7968  0.0188  -0.0181  0.0735
Si  0.2826  5.1915  24.7275  0.0371  -0.0199  0.0731
Si  5.1374  5.724  24.6615  -0.0361  0.0487  0.0617
Si  2.9319  8.0141  24.5732  0.0339  -0.0182  0.1115
Si  7.964  8.4552  24.702  -0.0412  0.0218  0.0465
Si  1.3257  1.3848  26.0207  -0.0051  0.0037  -0.0083
Si  6.8404  1.2969  26.1117  0.0006  -0.0176  0.0067
Si  4.0323  4.0998  25.9744  -0.0123  0.0031  0.0136
Si  9.6413  4.0163  26.0461  0.012  -0.0176  0.0314
Si  1.402  6.8331  25.9875  0.0179  -0.0074  0.007
Si  6.7293  6.8965  25.9838  -0.0345  0.0103  0.0172
Si  4.0968  9.5341  25.9876  0.0123  -0.0111  -0.0191
Si  9.461  9.5811  26.1388  0.0134  0.0242  0.0183
Si  2.7239  -0.0049  27.3372  0.0017  0.0008  0.0121
Si  8.1562  -0.0204  27.5607  0.0076  0.0075  -0.0848
Si  0.0192  2.7047  27.5067  -0.0259  0.0072  -0.1059
Si  5.4316  2.7359  27.3429  0.0031  0.0137  0.0233
Si  2.7262  5.467  27.4242  -0.0076  -0.0083  -0.0551
As  8.1815  5.4729  27.3476  0.0227  -0.0124  0.0255
Si  -0.0032  8.1929  27.3512  -0.0018  -0.0104  0.0199
Si  5.4267  8.2097  27.4661  0.0286  0.008  -0.0843
Si  4.0773  1.3648  28.7468  -0.0063  -0.0001  -0.0275
Si  9.5789  1.3433  28.8455  -0.0018  -0.0099  0.0731
Si  1.3742  4.1037  28.8122  0.0239  0.043  0.0545
Si  6.7853  4.0604  28.7902  -0.0091  -0.0128  -0.028
Si  4.0881  6.8187  28.8046  -0.017  -0.0235  0.0436
Si  9.5958  6.8671  28.7976  0.0134  -0.0083  -0.0171
Si  1.3649  9.5682  28.7399  0.0036  0  -0.0316
Si  6.7836  9.554  28.8604  -0.0361  -0.0118  0.0786
Si  0.0225  -0.0294  30.1724  -0.0068  0.0222  -0.0157
Si  5.4211  0.0161  30.1707  0.0125  -0.0301  -0.0189
Si  2.7396  2.7237  30.1608  -0.0141  -0.0087  -0.0193
Si  8.2103  2.7372  30.1615  -0.005  0.0107  -0.0181
Si  -0.0126  5.4494  30.1611  -0.011  -0.0014  -0.0254
Si  5.4708  5.4746  30.1721  0.004  -0.0003  -0.0168
Si  2.7178  8.2117  30.1351  0.0117  0.0021  -0.0107
Si  8.1836  8.1865  30.1834  0.0004  0.0013  -0.0239
Si  1.3786  1.3533  31.5413  -0.0063  0.007  0.006
Si  6.8156  1.3792  31.5112  0.0154  -0.0043  -0.0039
Si  4.1131  4.0808  31.5304  -0.0035  0.022  -0.0015
Si  9.5613  4.1004  31.5439  0.0049  -0.0012  -0.0033
Si  1.3504  6.8541  31.4968  0.0087  -0.0187  -0.0029
Si  6.8448  6.8145  31.5648  -0.0056  0.001  0.0028
Si  4.0725  9.5705  31.5327  0.0046  -0.0017  0.0001
Si  9.585  9.5502  31.5343  -0.0165  0.0033  -0.0012
Si  2.7369  -0.0061  0.73  0.0049  -0.0015  -0.0091
Si  8.1962  0.0071  0.6661  -0.005  -0.0087  0.0006
Si  -0.0002  2.726  0.7046  -0.0021  0.0022  -0.0083
Si  5.483  2.7306  0.713  -0.0055  -0.0066  -0.0003
Si  2.7317  5.4908  0.6555  -0.003  0.0022  0.0037
Si  8.2148  5.4512  0.7384  0  -0.0045  -0.0088
Si  0.0093  8.1851  0.707  0.0057  0.0058  -0.0001
Si  5.4611  8.2125  0.7014  0.0049  -0.002  -0.0036
Si  4.1304  1.3603  2.0811  -0.0134  0.0011  0.0097
Si  9.5589  1.3479  2.0601  0.0009  0.0122  -0.0065
Si  1.3775  4.1319  2.0307  0.0145  -0.0111  0.0115
Si  6.8481  4.0767  2.0961  0.0051  0.0268  -0.003
Si  4.0977  6.8309  2.0597  -0.0038  -0.0006  -0.0052
Si  9.5887  6.8324  2.0837  -0.0156  -0.0084  0.0062
Si  1.3781  9.5415  2.0782  -0.0162  0.0109  0.0025
Si  6.8299  9.6009  2.0536  0.0118  -0.0086  0.0066
Si  -0.0113  -0.0337  3.4035  -0.035  -0.0503  -0.0537
Si  5.4934  0.0096  3.4878  0.0219  -0.001  0.0334
Si  2.7711  2.7861  3.3754  0.0331  0.069  -0.0747
Si  8.1962  2.6895  3.4696  -0.0149  -0.0434  0.0297
Si  0.0297  5.4711  3.4508  0.0256  0.0021  0.0161
Si  5.4743  5.4675  3.4218  -0.0105  -0.007  -0.0273
Si  2.7658  8.2025  3.4645  0.0266  0.0027  0.0359
Si  8.2043  8.2291  3.3923  -0.0071  0.0243  -0.049
Si  1.3877  1.3932  4.6303  0.0027  -0.0038  0.0704
Si  6.8472  1.3457  4.9299  0.0028  0.0077  -0.0323
Si  4.153  4.0862  4.8139  -0.013  -0.018  0.0469
Si  9.5828  4.076  4.777  0.0011  0.0156  -0.0183
Si  1.4163  6.8285  4.8393  -0.0122  -0.0108  -0.0061
Si  6.82  6.8914  4.7374  0.0102  -0.0057  0.0312
Si  4.1344  9.5771  4.8632  -0.0074  -0.015  -0.0504
Si  9.5523  9.5516  4.8008  0.0112  0.0019  0.0544
Si  2.7442  0.1209  6.0599  -0.017  -0.0032  0.046
Si  8.2082  -0.0634  6.2821  0.0097  -0.0103  0.0306
Si  0.0307  2.6633  6.0535  0.0041  -0.0025  0.0247
Si  5.4729  2.7257  6.3021  -0.0019  0.0208  0.0356
Si  2.817  5.4744  6.1969  0.0052  -0.0062  0.0187
Si  8.1761  5.4799  6.0415  -0.0152  0.0112  0.0363
Si  0.0104  8.188  6.1639  -0.0042  0.0138  0.0228
Si  5.5265  8.2228  6.2441  -0.0035  -0.0077  0.0407
Si  3.8335  1.5728  7.6202  0.0106  0.0282  -0.112
Si  9.8442  1.1353  7.4731  -0.0059  -0.0369  -0.0632
Si  1.6261  3.7947  7.3251  0.0357  0.0203  -0.0433
Si  6.6572  4.4158  7.4894  -0.021  -0.0158  -0.0838
Si  4.4099  6.6314  7.565  0.0124  -0.0406  -0.087
Si  9.3636  6.9482  7.4179  -0.0031  0.0319  -0.0786
Si  1.1462  9.921  7.3014  -0.0039  -0.0284  -0.056
Si  7.1534  9.2305  7.6873  0.0328  -0.0015  -0.1466
O  8.3029  8.0859  7.9104  -0.0058  0.0018  0.011
O  2.7174  2.7387  7.9691  -0.0235  0.0054  -0.0073
O  9.5219  1.3574  24.256  0.0104  -0.0038  -0.0076
O  4.0529  6.8647  24.125  -0.0018  0.002  -0.0206
O  0.034  0.0197  7.9734  -0.0002  0.0135  -0.0098
O  5.5355  5.5105  8.037  -0.0096  0.0123  0.004
O  6.8398  9.5616  24.1936  0.0026  0.0037  -0.018
O  1.361  4.0642  24.1623  0.0015  -0.0127  -0.0204
O  3.8673  7.3757  8.9494  -0.0474  0.0437  0.0379
O  0.7911  4.3753  8.5969  -0.0198  0.0259  0.0265
O  9.8087  6.1823  8.8097  0.0416  -0.0375  0.0382
O  2.1418  9.3772  8.4808  0.0176  -0.0327  0.0331
O  7.5216  3.9257  8.7993  0.0403  -0.0434  0.0469
O  4.2706  0.9179  9.0724  0.0358  -0.0208  0.0875
O  6.7267  9.563  9.2301  -0.0187  0.0044  0.1169
O  9.2133  1.8538  8.8083  -0.0378  0.0367  0.0395
O  7.6894  3.1488  23.5094  -0.0424  0.0371  -0.0508
O  10.4822  5.8498  23.4355  -0.0325  0.0446  -0.0459
O  5.0829  0.4448  23.3993  -0.0387  0.0459  -0.0731
O  5.8584  5.0892  23.3401  0.0356  -0.0505  -0.0358
O  3.0943  2.205  23.2588  0.0473  -0.0368  -0.0599
O  2.3018  8.7242  23.2134  -0.0555  0.0369  -0.062
O  8.6296  7.7682  23.3726  0.047  -0.0393  -0.0402
O  0.2284  10.3135  23.5911  0.0294  -0.0478  -0.0707
Si  4.3794  1.566  22.4421  0.0101  -0.0001  0.0458
Si  3.4887  7.9305  14.025  -0.0008  -0.0009  -0.0001
Si  7.1154  0.9553  14.6603  0.0036  0.0055  -0.005
Si  0.9476  9.3581  22.4975  0.0022  -0.008  0.0402
Si  1.183  4.3107  11.8825  -0.0068  0.0057  0.0248
Si  6.2665  8.9622  15.3098  -0.0096  -0.0019  -0.0041
Si  0.6772  1.371  12.291  0.0052  -0.0004  0.0307
Si  8.6281  4.9482  20.4849  -0.0054  0.0092  -0.0224
Si  0.3262  5.7187  9.3654  -0.0265  0.0005  -0.0046
Si  5.1031  3.1228  17.9357  -0.0057  -0.0065  -0.0414
Si  0.8873  3.7469  16.737  -0.0038  0.0021  -0.0183
Si  10.4057  2.8499  19.2125  0.0025  0.0002  -0.0347
Si  5.2824  1.1837  10.3571  -0.0136  -0.0117  -0.009
Si  0.8834  0.1815  19.8284  0.0193  -0.016  -0.0341
Si  6.6444  9.4618  10.875  -0.0104  0.0179  -0.0203
Si  9.3375  9.6736  18.317  0.0053  0.0114  -0.0373
Si  9.3904  9.2477  12.5688  -0.0076  0.0017  0.0202
Si  6.5624  3.8414  22.5541  0.0023  0.0038  0.03
Si  2.4435  8.066  9.381  0.0182  0.0082  -0.0119
Si  10.5887  7.3669  17.0688  0.0069  -0.0023  -0.0293
Si  2.5096  6.2908  16.5701  0.0039  0.0021  -0.0291
Si  10.1756  4.4926  14.1865  0.0031  -0.0075  -0.0015
Si  6.1403  9.1794  18.5045  -0.0088  0.0087  -0.0469
Si  7.9702  2.5714  9.5882  0.0068  0.0239  -0.0178
Si  8.8798  2.1448  12.4554  -0.0084  0.0096  0.0076
Si  5.3341  6.2428  18.0581  0.0003  -0.0004  -0.0441
Si  3.9232  0.5502  19.4462  -0.0091  0.007  -0.0199
Si  4.2787  3.8414  12.0504  0.0082  -0.008  0.0271
Si  5.5414  6.6014  12.1356  0.0026  0.0047  0.0378
Si  8.012  2.503  17.209  0.0011  -0.0028  -0.0288
Si  4.3592  2.4794  14.9632  0.002  0.0088  -0.0153
Si  1.5383  1.2137  15.2521  -0.0012  0.0021  -0.0097
Si  1.568  9.4177  12.0432  0.0154  -0.0064  0.0212
Si  8.0502  6.8521  13.8611  -0.0041  -0.0007  0.0024
Si  10.3811  9.8378  15.4819  0.0011  0.0029  -0.0156
Si  9.8107  7.018  22.5183  -0.013  0.0006  0.0283
Si  8.1034  5.4848  17.3888  0.0027  -0.0029  -0.0231
O  6.0452  7.9623  11.2902  -0.005  -0.0227  -0.0103
O  6.0201  9.2045  16.8894  -0.0001  0.0007  0.0128
O  7.6765  1.3643  13.1904  -0.0064  -0.0056  0.0009
O  0.8959  1.7503  13.8604  0.0054  -0.0014  0.0066
O  9.4211  6.2608  16.8711  0.0011  0.0019  0.0142
O  6.7575  6.2037  13.1347  0.01  0.002  -0.0105
O  5.1307  4.6588  18.6069  0.0007  0.0042  0.0254
O  9.2311  2.1614  18.2655  -0.0097  -0.0013  0.0171
O  2.3651  0.0913  19.0679  -0.0008  0.0001  0.0181
O  9.4109  10.2327  16.7618  -0.0016  -0.0018  0.0124
O  2.7902  4.4357  11.7115  -0.0022  -0.0019  -0.0244
O  5.0648  10.3181  19.0971  0.009  -0.0096  0.0208
O  9.4251  3.2387  13.4991  0.0041  0.009  -0.0058
O  0.4603  1.7688  19.9467  -0.005  0.0019  0.0279
O  3.1522  1.3632  15.0617  -0.0005  -0.0004  0.0014
O  8.1626  5.3746  19.0065  -0.0059  0.005  0.0002
O  3.8892  6.5987  17.3863  0.0002  -0.0002  0.0194
O  4.5764  3.2816  16.3833  0.0017  0.0021  0.0114
O  9.062  5.6682  14.3071  -0.0005  0.0017  -0.0032
O  5.4381  2.7591  22.1199  -0.0036  -0.004  0.0171
O  10.6728  4.1533  15.6841  0.0025  0.0015  0.0097
O  0.3456  3.8735  18.2748  0.0039  0.0039  0.0142
O  10.4239  10.5124  19.2163  -0.0121  -0.005  0.0178
O  9.6412  10.0279  14.0249  0.003  0.0042  0.0066
O  10.9201  8.1161  22.071  0.0047  0.0102  0.0218
O  1.1883  2.1617  16.5257  -0.0002  0.0029  0.0091
O  9.7358  3.7509  20.4088  0.0052  -0.0075  0.0222
O  8.1309  4.0306  16.6685  -0.0026  0.0017  0.0066
O  -0.0423  9.1051  11.9043  -0.0096  0.0021  -0.0223
O  6.5871  2.418  18.0052  0.0017  0.0025  0.0204
O  5.5824  10.7202  11.2009  -0.0005  -0.0095  -0.009
O  7.7494  9.5886  18.8392  0.0032  -0.0011  0.0275
O  10.0278  1.0264  12.0581  0.0041  -0.0024  -0.0215
O  1.3153  6.9581  9.0462  0.0008  -0.0025  -0.0181
O  0.6237  4.7664  13.3494  -0.007  0.0028  -0.0027
O  5.7071  7.6197  18.9747  -0.0007  -0.0031  0.0325
O  5.238  5.0852  11.5155  0.0013  0.0053  -0.0246
O  2.7115  6.9872  15.111  -0.0023  -0.0037  0.0107
O  0.9079  2.7492  11.4605  -0.0012  -0.0054  -0.0214
O  0.86  10.6866  15.5435  -0.0015  -0.0004  0.0049
O  2.398  8.5873  10.908  -0.0116  0.0177  0.0143
O  4.6964  2.4313  11.2709  -0.0112  0.0295  -0.0037
O  4.2552  3.5113  13.6781  -0.0006  -0.0104  0.0086
O  2.2054  4.6807  16.4769  0.0008  -0.0009  0.0082
O  10.7046  8.2509  15.6924  -0.0011  -0.0011  0.005
O  6.9279  10.2883  14.6604  -0.0001  -0.003  -0.003
O  2.3429  8.9569  13.4208  0.0055  -0.0032  -0.0041
O  8.0317  1.5172  15.9038  0.001  0.0034  0.0114
O  4.1243  6.9949  12.8496  -0.0064  0.0069  -0.01
O  4.179  2.0085  18.7216  0.0059  0.0077  0.0163
O  7.2938  4.4178  21.2471  0.0276  0.0124  -0.0177
O  8.4086  2.9316  11.1076  0.0169  -0.0047  0.0221
O  1.1754  6.8571  17.3516  -0.0044  0.0025  0.019
O  5.6514  1.5719  14.7584  0.0008  -0.0031  0.0009
O  8.1292  9.7612  11.5879  0.0269  -0.0049  -0.0039
O  9.1993  6.2866  21.2193  -0.0152  -0.0221  -0.0126
O  8.9565  7.7171  12.8487  -0.0008  -0.005  -0.0123
O  1.6522  0.1229  11.8735  -0.0069  0.0059  -0.0221
O  6.6368  6.1453  17.0515  0.002  -0.0017  0.0106
O  7.3989  7.8006  15.0365  -0.0009  0.0034  0.0038
O  1.2139  10.3111  21.222  -0.0016  0.0329  -0.0164
O  10.0345  8.198  18.3521  -0.001  -0.0024  0.0185
O  3.9443  0.8378  21.0696  -0.0124  -0.0267  -0.0253
O  0.3478  5.3451  10.9304  0.0102  -0.0203  0.0156
O  6.695  1.5761  9.6368  -0.009  -0.0059  -0.0153
O  4.7778  8.7035  14.6765  0.008  0.0019  0.0006

Results
free energy: -139961.339 eV
free energy less fixed offsets of As -4856.12, O -568.88, Si -635.61 eV per atom: -5.499 eV

The program warned: the cutoff lies below the one the program advises for these potential files; the exchange-correlation potential is rough where the density is thin.
